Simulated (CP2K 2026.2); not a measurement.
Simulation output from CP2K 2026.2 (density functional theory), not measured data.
Periodic cell of 515 atoms, Si360O155, from a study of silicon, its oxide and their interface. The atomic structure is a simulated model.
Doubt: the forces sum to 1.79 eV/angstrom along one axis rather than to zero, so they err by at least 0.0035 eV/angstrom per atom on average; the grid cutoff is modest.

Settings: functional PBE; method Gaussian and plane waves; basis set DZVP-MOLOPT-SR-GTH; pseudopotentials GTH-PBE; grid cutoff 300 Ry, relative cutoff 40 Ry; k points Gamma only; occupations fixed; spin none; net charge 0.

Cell vectors (angstrom)
a 16.32 0 0
b 0 16.32 0
c 1.0896 -2.0084 34.8331

Atoms and the computed forces on them: element, x, y, z (angstrom), force x, y, z (eV/angstrom)
Si -5.395 -3.249 -2.157 0.01 -0.029 0.121
Si -4.347 3.864 -3.161 -0.065 0.005 -0.06
Si -2.953 2.637 2.643 0.056 -0.031 -0.099
Si 0.637 5.317 2.276 0.259 -0.261 0.517
Si -0.743 -7.048 0.542 0.066 0.087 0.194
Si 2.926 7.882 -2.474 -0.02 -0.041 0.075
Si -10.814 -2.777 -0.926 -0.045 -0.031 0.183
Si 1.27 0.903 0.619 -0.019 0.036 0.165
Si 2.937 2.731 2.724 -0.045 -0.129 0.632
Si -10.135 5.936 -0.159 0.044 0.025 0.063
Si 1.823 7.445 0.46 0.067 0.017 0.101
Si 4.977 10.443 2.927 0.006 -0.004 -0.048
Si -6.847 -1.438 1.725 -0.198 -0.191 0.735
Si -4.769 1.633 1.466 -0.207 0.321 0.403
Si -6.712 3.157 1.459 0.029 0.01 0.043
Si -4.237 6.096 1.166 -0.419 -0.575 0.238
Si -8.949 -7.693 0.037 -0.069 0.048 0.163
Si -4.582 -3.403 0.773 0.063 0.081 0.208
Si -0.518 -0.534 2.799 -0.349 -0.196 0.64
Si -0.936 2.257 -1.245 -0.015 -0.087 0.181
Si 0.265 2.755 -4.04 -0.068 -0.038 -0.119
Si 3.261 8.694 2.844 0.155 0.12 0.591
Si 0.335 -5.139 2.72 -0.218 -0.169 0.843
Si 2.467 -2.869 2.784 0.171 0.097 0.746
Si 6.161 0.468 2.858 0.135 0.227 0.632
Si -8.429 2.284 2.915 -0.061 -0.045 -0.017
Si 5.038 5.067 2.652 0.239 0.057 0.774
Si -7.806 8.505 2.825 -0.146 -0.136 0.702
Si 6.143 11.347 1.129 -0.314 -0.197 0.556
Si -8.248 -2.935 2.814 0.27 0.397 0.3
Si -5.544 0.011 2.967 -0.051 0.044 0.012
Si -1.886 4.019 1.071 -0.32 -0.394 0.6
Si -5.705 5.003 2.615 -0.05 0.045 -0.017
Si -2.823 8.286 2.708 0.239 0.136 0.734
Si -5.642 -5.522 2.878 0.074 0.187 0.641
Si -2.388 -2.298 2.702 0.191 0.207 0.439
Si -1.489 1.293 3.962 0.022 0.012 -0.025
Si 1.489 4.019 4.023 -0.012 0.029 -0.082
Si -1.363 7.018 4.034 -0.392 0.163 0.381
Si 1.445 9.605 4.085 0.017 -0.012 -0.06
Si -1.339 -4.011 3.986 0.055 0.011 -0.027
Si 1.25 -1.391 4.138 -0.029 -0.025 -0.048
Si 4.228 1.28 3.998 0.032 -0.043 -0.067
Si 6.739 4.03 3.997 -0.013 0.015 -0.047
Si 4.095 6.786 4.015 -0.002 0.03 -0.01
Si 6.796 9.504 4.139 -0.007 0.012 -0.014
Si 4.037 12.255 4.108 0.013 0.019 -0.029
Si -9.443 -1.384 4.147 -0.016 0.041 -0.07
Si -6.852 1.329 4.351 -0.061 0.029 0.023
Si -4.13 4.052 4.089 -0.008 0.036 -0.006
Si -6.759 6.717 3.954 0.019 0.031 -0.023
Si -4.05 -6.669 4.12 -0.025 -0.064 0.002
Si -6.839 -4.08 4.245 -0.006 -0.04 -0.034
Si -4.027 -1.322 4.122 0.07 -0.06 0.043
Si -2.739 0.039 5.513 0.008 -0.001 0.013
Si -0.034 2.696 5.263 -0.035 -0.009 -0.007
Si -2.68 5.473 5.326 0.003 0.021 -0.031
Si 0.021 8.272 5.445 -0.021 0.009 -0.005
Si -2.671 -5.341 5.428 0.016 0.002 0.006
Si -0.028 -2.76 5.519 -0.009 -0.015 0.027
Si 2.74 -0.01 5.346 0.002 0.019 0.012
Si 5.417 2.716 5.451 0.046 0.014 0.027
Si 2.703 5.483 5.415 0.043 -0.038 0.003
Si 5.494 8.059 5.457 0 0.009 -0.02
Si 2.714 10.935 5.537 -0.005 0.023 -0.002
Si 5.413 -2.694 5.439 0.012 -0.004 0.026
Si -8.137 -0.104 5.637 -0.004 -0.019 -0.013
Si -5.44 2.748 5.54 0.055 -0.031 0.011
Si -8.196 5.438 5.342 -0.025 0.02 0.002
Si -5.386 8.11 5.357 -0.027 0.007 0.044
Si -8.216 -5.45 5.539 0.026 -0.014 0.04
Si -5.402 -2.697 5.475 -0.001 0.013 0.002
Si -1.37 -1.35 6.835 0.022 -0.018 -0.005
Si 1.361 1.382 6.683 0.004 0.013 -0.009
Si -1.349 4.07 6.689 -0.031 -0.009 0.015
Si 1.337 6.83 6.774 -0.018 -0.026 -0.022
Si -1.344 9.6 6.807 -0.006 -0.025 0.014
Si 1.335 12.239 6.895 -0.028 0.007 0.014
Si 4.038 -1.355 6.79 0.008 -0.004 0.001
Si 6.768 1.347 6.839 -0.019 0.022 -0.033
Si 4.061 4.102 6.785 -0.035 0.03 -0.012
Si 6.828 6.739 6.822 0.027 -0.014 0.027
Si 4.103 9.486 6.781 0.013 0.029 -0.048
Si 6.76 12.265 6.844 0.021 0.02 -0.023
Si -6.742 -1.413 6.926 0.01 -0.002 0.011
Si -4.094 1.372 6.875 -0.011 0.015 0.027
Si -6.842 4.124 6.791 -0.019 0.012 0.011
Si -4.033 6.802 6.754 -0.009 0.004 0.011
Si -6.788 -6.869 6.765 0.029 0 -0.028
Si -4.058 -4.062 6.821 0.004 -0.004 0.009
Si 0.034 0.026 8.118 -0.003 -0.006 0.001
Si 2.686 2.73 8.113 0.022 -0.005 -0.005
Si -0.015 5.435 8.103 -0.011 -0.012 -0.003
Si 2.72 8.153 8.146 -0.001 0.007 0
Si -0.011 10.887 8.234 -0.019 -0.007 0.013
Si 2.71 -2.7 8.188 0.005 0.014 0.022
Si 5.399 -0.004 8.176 -0.014 -0.006 -0.008
Si 8.145 2.729 8.16 0.019 0.005 0.011
Si 5.437 5.414 8.168 0.01 -0.016 0.01
Si 8.181 8.128 8.158 -0.014 0.008 0.015
Si 5.423 10.864 8.169 0.011 0.003 0.005
Si 8.156 -2.752 8.219 0.003 0.011 -0.006
Si -5.427 0.003 8.24 0.008 -0.006 0.01
Si -2.691 2.754 8.139 0.03 -0.017 0.003
Si -5.432 5.466 8.128 -0.003 0.004 -0.003
Si -2.704 8.18 8.128 0.008 0.016 -0.01
Si -5.433 -5.473 8.13 -0.022 0 -0.019
Si -2.726 -2.705 8.198 -0.001 0.015 0.018
Si -1.382 1.346 14.929 0.019 0.008 -0.003
Si 1.366 4.097 14.989 -0.018 -0.007 0.019
Si -1.354 6.767 14.96 0.002 -0.008 0.005
Si 1.386 9.53 14.948 -0.001 0.002 -0.005
Si -1.36 -4.069 14.946 -0.014 0.013 -0.004
Si 1.368 -1.368 14.944 0.011 -0.013 -0.009
Si 4.079 1.381 14.979 -0.01 0.01 0.012
Si 6.82 4.104 14.971 0.014 -0.005 0.001
Si 4.101 6.831 14.971 0.002 0.006 -0.002
Si 6.78 9.509 14.97 -0.005 -0.006 -0.005
Si 4.068 -4.101 14.942 -0.004 0.012 -0.016
Si 6.81 -1.36 14.966 -0.001 0.001 0.007
Si -6.781 1.382 14.956 -0.003 -0.003 -0.007
Si -4.098 4.066 14.938 -0.003 0.01 -0.011
Si -6.824 6.797 14.958 -0.019 0.002 -0.005
Si -4.104 9.494 14.954 0.019 -0.004 0.003
Si -6.834 -4.08 14.984 -0.007 0.015 0.016
Si -4.07 -1.343 14.951 0.002 -0.008 -0.006
Si -2.718 0.009 16.338 -0.007 -0.004 0.009
Si -0.023 2.686 16.279 -0.009 -0.006 -0.018
Si -2.739 5.394 16.3 0.009 -0.002 -0.004
Si 0.036 8.142 16.272 -0.002 -0.003 -0.006
Si -2.74 -5.442 16.267 -0.013 -0.001 -0.013
Si 0.011 -2.717 16.313 -0.001 0.001 0.003
Si 2.716 -0.011 16.308 -0.015 0.001 0
Si 5.458 2.755 16.323 0.005 -0.011 -0.016
Si 2.745 5.489 16.332 0.003 -0.002 0
Si 5.437 8.181 16.385 0.015 -0.007 0.003
Si 2.735 10.876 16.35 0.006 0.008 0
Si 5.43 -2.746 16.281 0.012 -0.008 -0.001
Si -8.136 0.023 16.305 -0.006 -0.01 -0.003
Si -5.44 2.743 16.35 0.006 -0.002 0.01
Si -8.157 5.464 16.367 0 0.007 0.01
Si -5.473 8.138 16.323 0.011 0.011 -0.007
Si -8.212 -5.452 16.342 0.001 0.012 0.009
Si -5.441 -2.699 16.292 -0.002 0.003 -0.007
Si -1.332 -1.353 17.686 0.01 0.01 0.018
Si 1.313 1.324 17.644 -0.025 0.016 -0.006
Si -1.391 4.006 17.644 -0.004 -0.026 -0.015
Si 1.403 6.861 17.705 -0.003 0.017 0.004
Si -1.369 -6.833 17.559 -0.037 -0.007 -0.025
Si 1.357 -4.081 17.685 0.015 -0.009 0.024
Si 4.109 -1.371 17.629 0.005 0.048 0
Si -9.485 1.394 17.661 0.017 0.007 -0.034
Si 4.119 4.14 17.682 0.017 0.002 0.004
Si -9.511 6.828 17.752 -0.001 0.006 0.015
Si 4.084 9.545 17.778 -0.007 -0.003 -0.001
Si -9.614 -4.111 17.702 -0.02 0.009 0.011
Si -6.772 -1.329 17.666 0.004 -0.004 -0.015
Si -4.075 1.378 17.71 0.016 0.02 0.009
Si -6.785 4.118 17.739 0.019 -0.006 0.006
Si -4.124 6.732 17.648 -0.001 -0.016 -0.01
Si -6.825 9.519 17.68 0.002 -0.026 0
Si -4.098 -4.085 17.625 -0.017 0 -0.011
Si -0.014 0.012 19.115 -0.001 -0.004 -0.013
Si 2.705 2.72 18.886 -0.012 -0.014 -0.042
Si 0 5.4 18.876 -0.006 -0.017 -0.044
Si 2.72 8.226 19.181 0.009 0.011 0.008
Si -0.043 -5.515 18.943 0.001 0.024 -0.01
Si 2.736 -2.676 19.006 -0.031 -0.014 0.007
Si 5.496 -0.013 18.96 -0.003 -0.014 0.036
Si -8.171 2.766 19.066 -0.024 0.036 0.007
Si 5.445 5.491 19.138 0.017 -0.01 -0.001
Si -8.131 8.184 19.118 -0.005 0.005 -0.002
Si 5.378 10.914 19.222 -0.004 0.003 0.036
Si -8.185 -2.726 18.911 0.001 0.01 -0.043
Si -5.44 0.04 19.074 0.002 0.022 0.066
Si -2.703 2.685 19.129 -0.004 0.004 0.005
Si -5.398 5.421 19.158 -0.006 -0.018 0.01
Si -2.742 -8.19 18.877 0.035 0.021 -0.015
Si -5.475 -5.412 18.999 0.014 0.017 -0.022
Si -2.713 -2.757 18.962 0.01 -0.028 -0.022
Si -1.391 1.306 20.56 -0.039 -0.016 0.001
Si 1.342 4.054 20.215 -0.028 -0.029 -0.037
Si -1.408 6.712 20.156 -0.038 -0.045 0.055
Si 1.246 -6.735 20.488 0.008 -0.01 0.037
Si -1.377 -4.164 20.286 -0.021 0.018 -0.047
Si 1.403 -1.353 20.411 0.022 0.003 -0.056
Si 4.07 1.368 20.186 0.004 0.024 -0.032
Si -9.497 4.117 20.49 0.003 0.014 -0.032
Si 4.098 6.853 20.555 0.027 -0.005 0.017
Si -9.456 9.559 20.528 0.003 -0.025 0.056
Si 3.914 -3.995 20.552 -0.013 -0.026 0.057
Si 6.883 -1.371 20.31 0.028 0.025 0.016
Si -6.802 1.45 20.44 -0.015 -0.019 0.014
Si -4.023 4.027 20.555 -0.025 -0.04 -0.003
Si -6.74 6.846 20.5 -0.045 0.018 -0.022
Si -4.078 -6.835 20.225 -0.029 -0.044 0.005
Si -6.895 -4.041 20.317 -0.022 0.004 0.012
Si -4.02 -1.39 20.315 0.054 -0.018 0.01
Si -2.672 -0.261 21.885 0.058 -0.009 -0.015
Si 0.064 2.781 21.721 0.015 -0.031 0.069
Si -2.616 5.499 21.765 0.017 0.019 -0.079
Si -0.113 7.984 21.579 0.046 0.002 0.075
Si -2.724 -5.562 21.633 0.066 0.003 0.14
Si 0.238 -3.061 21.558 0.028 -0.014 0.025
Si 2.827 0.079 21.695 -0.038 -0.008 0.092
Si 5.332 2.684 21.635 -0.035 0.09 0.011
Si 2.631 5.355 21.668 0.044 -0.017 0.078
Si 5.546 8.197 21.94 0.309 -0.361 -0.305
Si 1.952 -4.836 21.787 0.02 0.012 -0.021
Si 5.467 -2.609 21.707 0.003 0.016 0.018
Si -8.123 0.003 21.733 -0.008 0.003 -0.015
Si -5.366 2.618 21.943 0.049 0.066 0.003
Si -6.627 4.159 23.288 0.156 0.024 -0.666
Si -5.333 -8.06 21.785 0.016 -0.028 -0.012
Si -8.088 -5.344 21.897 -0.046 0.001 0.003
Si -5.484 -2.684 21.573 -0.001 0.009 0.023
Si -1.104 -1.781 23.065 -0.161 -0.062 -0.65
Si 1.851 1.837 22.922 0.137 0.213 -0.594
Si -0.827 4.539 23.021 -0.021 -0.018 0.026
Si 0.879 6.284 22.918 -0.253 -0.165 -0.585
Si -1.836 -7.418 22.849 -0.413 -0.15 -0.738
Si 2.062 -4.854 24.138 -0.12 -0.092 -0.647
Si 4.668 -0.769 22.947 0.128 0.276 -0.612
Si -9.938 1.018 22.885 -0.019 -0.03 0.06
Si 3.534 3.584 22.917 -0.037 -0.245 -0.582
Si 4.784 -6.2 24.224 0.052 0.122 -0.177
Si 4.804 2.294 -6.387 0.014 -0.053 0.04
Si -6.169 -6.222 23.034 0.053 -0.049 0.033
Si -6.378 -1.027 23.03 -0.027 0.013 0.075
Si -4.532 0.666 23.141 0.012 -0.074 0.098
Si -8.041 5.437 21.851 0.01 -0.026 -0.014
Si -3.621 7.245 23.048 0.006 0.033 0.006
Si 6.76 -3.947 23.141 0.054 -0.073 -0.751
Si -4.546 -4.524 22.665 -0.135 -0.166 -0.64
Si -0.363 -2.853 -4.53 0.045 -0.047 0.041
Si -9.378 6.762 23.261 -0.048 0.123 -0.668
Si 0.765 -0.047 24.983 0.071 0.035 -0.102
Si 3.176 -5.5 -3.325 0.026 0.091 -0.035
Si 4.279 -2.363 27.995 0.04 -0.027 0.021
Si -0.744 -0.496 27.526 0.056 -0.027 0.02
Si -8.402 0.794 26.159 -0.001 0.413 -0.474
Si -0.191 -6.539 25.463 0.044 0.047 -0.147
Si -3.561 -1.05 26.953 -0.048 0.046 -0.022
Si -7.172 5.261 27.649 0.079 0.034 -0.007
Si -7.26 -5.126 -3.764 -0.091 0.098 -0.034
Si -7.64 -1.959 24.823 0.476 0.208 -0.55
Si -8.983 2.363 24.603 -0.165 -0.689 -0.086
Si -3.842 1.521 25.241 -0.16 -0.331 -0.587
Si 2.805 -1.624 -0.072 0.095 -0.023 0.192
Si -4.421 5.908 24.901 -0.022 0.772 0.182
Si 1.598 7.277 25.874 0.017 0.011 -0.188
Si -4.326 6.309 27.366 -0.021 0.036 -0.727
Si 3.076 -2.091 25.223 0.019 0.041 -0.101
Si 1.859 7.026 -5.194 0.132 -0.054 -0.012
Si 1.18 -3.482 -1.93 0.081 -0.083 -0.04
Si -5.396 6.134 -1.675 -0.07 -0.021 0.132
Si -6.73 -0.2 -5.819 0.034 0.012 0.003
Si -7.561 4.129 -0.516 0.24 -0.384 0.581
Si 0.317 0.045 -5.565 0.052 0.111 -0.022
Si -2.16 3.893 -5.369 0.053 0.163 -0.051
Si -6.957 -4.033 27.044 -0.068 -0.012 -0.053
Si 5.296 4.687 25.073 -0.104 -0.026 -0.147
Si -5.848 -0.312 -2.737 -0.096 0.063 -0.082
Si -5.711 -6.499 25.379 -0.056 0.22 -0.614
Si -9.262 -0.415 0.185 -0.057 -0.055 0.162
Si 0.604 -5.635 -4.813 -0.051 0.007 0.047
Si -3.055 -4.221 -3.765 0.035 -0.086 -0.062
Si -3.186 -3.178 25.056 0.023 -0.002 -0.227
Si -10.287 -7.278 26.834 -0.018 0.08 -0.1
Si -1.952 3.874 24.986 0.513 0.119 -0.499
Si -3.729 1.34 -1.511 0.027 0.05 0.076
Si -2.939 -5.754 26.58 -0.065 -0.075 -0.233
Si -6.915 4.137 -4.926 -0.002 -0.051 -0.015
Si 4.291 6.623 27.272 -0.12 -0.087 -0.2
Si -0.485 -8.116 -6.435 -0.026 0.073 0.031
Si -7.812 7.697 25.842 -0.009 -0.086 -0.08
Si -0.923 -5.539 -2.057 0.02 0.036 0.001
Si 5.405 -2.626 -6.464 0.127 0.052 -0.12
Si -4.963 -5.241 -5.845 -0.057 -0.226 0.031
Si -10.338 -4.124 -3.766 0.064 -0.092 -0.004
Si 4.941 5.636 -2.859 0.049 0.054 -0.03
Si -1.776 4.606 27.924 -0.108 -0.037 -0.108
Si -7.313 -7.968 -2.514 -0.057 -0.057 0.111
Si -8.27 1.451 -1.925 0.08 -0.001 0.061
Si -8.83 6.473 -4.348 0.055 -0.035 -0.123
Si -8.914 1.698 -4.871 0.157 0.085 -0.037
Si -6.042 2.467 26.994 0.013 0.003 0.021
Si 2.985 4.169 -4.643 -0.001 0.022 -0.001
Si -1.332 1.378 9.489 -0.013 0.012 0.001
Si 1.346 4.09 9.49 0.001 0.006 0.007
Si -1.358 6.799 9.488 -0.005 -0.001 -0.001
Si 1.366 9.5 9.533 -0.002 0.012 0.003
Si -1.377 -4.068 9.561 0.001 0.005 0.005
Si 1.359 -1.326 9.529 0.005 -0.01 -0.001
Si 4.043 1.375 9.511 -0.006 0.007 0.007
Si 6.789 4.067 9.536 -0.005 0.003 0.001
Si 4.077 6.794 9.507 0.017 -0.004 0.004
Si 6.81 9.507 9.503 0.022 -0.004 0.004
Si 4.072 -4.083 9.528 -0.023 -0.004 -0.004
Si 6.786 -1.355 9.535 0.027 0.01 -0.008
Si -6.818 1.378 9.536 0.007 0.005 0.009
Si -4.075 4.099 9.493 -0.015 -0.021 -0.009
Si -6.779 6.797 9.528 -0.003 0.013 0
Si -4.074 -6.807 9.513 0.009 0.006 0.002
Si -6.792 -4.126 9.532 -0.007 -0.005 0.001
Si -4.07 -1.361 9.572 0.005 -0.001 0.014
Si -2.692 0.02 10.871 0.008 -0.018 0.001
Si 0.006 2.729 10.87 -0.006 -0.004 -0.004
Si -2.722 5.451 10.864 -0.009 0.018 0.002
Si 0 8.141 10.88 0.014 -0.009 -0.001
Si -2.734 -5.447 10.9 -0.002 0.013 0.003
Si 0.001 -2.701 10.88 -0.017 0.005 -0.003
Si 2.714 0.02 10.899 -0.005 0.004 0.007
Si 5.421 2.716 10.888 0.01 0 0.002
Si 2.716 5.438 10.867 -0.003 -0.001 0
Si 5.443 8.153 10.86 -0.01 0.007 -0.007
Si 2.716 -5.444 10.881 -0.001 0.002 0.001
Si 5.435 -2.724 10.89 0.004 -0.007 -0.003
Si -8.174 0.01 10.894 -0.015 0.016 0.006
Si -5.435 2.738 10.863 -0.003 -0.004 -0.002
Si -8.158 5.438 10.872 0.014 -0.017 0.001
Si -5.434 8.163 10.888 -0.003 0 0.012
Si -8.165 -5.464 10.888 0.018 -0.014 0.006
Si -5.446 -2.738 10.894 0.01 0.006 -0.003
Si -1.353 -1.348 12.236 0.013 -0.002 -0.006
Si 1.359 1.382 12.254 -0.006 0.001 0.012
Si -1.363 4.082 12.223 0.007 -0.007 -0.001
Si 1.365 6.791 12.244 -0.004 -0.002 0.002
Si -1.359 9.508 12.245 -0.003 -0.012 0.007
Si 1.354 -4.078 12.228 0.002 0.005 -0.004
Si 4.081 -1.353 12.247 0.001 0.002 0.002
Si 6.788 1.367 12.258 -0.003 -0.005 0.008
Si 4.077 4.093 12.248 -0.007 -0.002 0.005
Si 6.798 6.799 12.227 0.005 0.012 -0.007
Si 4.089 9.515 12.222 0.004 0.008 -0.009
Si 6.8 -4.086 12.242 -0.002 -0.007 -0.004
Si -6.803 -1.359 12.242 -0.005 -0.013 0.001
Si -4.077 1.368 12.212 0.004 0.009 -0.009
Si -6.798 4.087 12.231 0.001 0.001 -0.006
Si -4.077 6.798 12.241 0.002 -0.005 0.005
Si -6.809 9.509 12.252 -0.008 0.015 0.008
Si -4.095 -4.09 12.266 -0.009 0 0.01
Si 0.003 -0.001 13.596 -0.02 -0.008 -0.003
Si 2.721 2.741 13.618 0.002 0.003 0
Si 0.005 5.423 13.595 -0.004 0.001 0.001
Si 2.736 8.165 13.589 0.011 0.007 -0.007
Si 0.004 10.883 13.596 0.017 0.016 0
Si 2.718 -2.729 13.587 -0.014 -0.014 -0.006
Si 5.435 0.005 13.622 0.004 -0.008 0.009
Si 8.166 2.736 13.602 0.002 0.009 -0.001
Si 5.449 5.455 13.608 0.006 0.008 -0.006
Si 8.14 8.152 13.603 0.007 -0.006 -0.004
Si 5.437 10.867 13.593 -0.009 -0.003 -0.002
Si 8.157 -2.72 13.599 -0.003 0.003 0
Si -5.43 0.014 13.587 0.019 0.01 -0.006
Si -2.731 2.719 13.577 -0.018 -0.011 -0.009
Si -5.452 5.445 13.597 0 -0.007 0.003
Si -2.716 8.145 13.609 -0.004 -0.002 0.002
Si -5.468 -5.447 13.622 -0.015 -0.017 0.01
Si -2.717 -2.708 13.591 0.011 0.015 -0.008
O -4.653 -3.75 -0.802 0.303 -0.507 -0.431
O 2.678 8.028 -6.164 0.224 0.322 0.299
O -0.35 4.351 1.443 0.338 -0.295 -0.127
O -0.586 3.762 -4.995 0.223 0.205 -0.366
O 1.489 6.828 24.338 0.199 0.442 0.105
O 2.875 -7.95 1.275 0.048 0.1 -0.186
O -0.152 -5.753 1.3 0.135 0.031 -0.401
O 1.422 -4.01 2.26 0.076 -0.208 -0.732
O -10.431 -3.304 -2.388 0.372 0.156 -0.311
O 0.235 -0.046 1.429 -0.086 -0.256 -0.502
O -10.374 -0.07 1.314 -0.683 -0.187 -0.552
O 2.065 1.988 1.541 -0.299 0.089 -0.033
O 5.011 -0.937 27.905 0.036 0.093 -0.38
O -4.344 0.243 -2.529 0.453 -0.373 -0.003
O -4.261 1.079 -0.001 0.042 -0.112 -0.062
O -4.042 7.411 2.083 -0.292 0.131 -0.051
O -8.421 7.976 1.419 0.14 -0.416 -0.245
O -6.713 -6.664 2.381 -0.094 -0.032 -0.006
O -4.99 -4.735 1.602 0.053 -0.117 -0.365
O -0.256 6.487 2.939 -0.023 0.197 0.067
O -0.045 -0.778 23.791 -0.053 0.227 -0.219
O 4.641 -7.071 22.862 -0.578 0.171 -0.152
O -8.724 5.161 -0.061 0.245 0.208 -0.031
O -10.574 -4.908 24.01 -0.134 -0.026 0.279
O -2.436 2.31 24.976 0.345 -0.513 -0.09
O -2.372 -4.994 -2.515 -0.154 -0.336 0.388
O 0.865 -7.61 26.046 0.193 0.182 0.292
O -8.705 -7.568 26.677 0.342 0.306 0.195
O -3.644 0.488 26.48 0.3 -0.061 0.299
O -4.067 -6.478 25.601 0.159 -0.254 -0.062
O -8.154 3.112 -4.959 -0.088 0.124 0.157
O -9.997 3.461 25.263 -0.03 -0.451 0.466
O -3.043 3.629 -4.056 0.197 -0.313 0.027
O -4.736 6.601 -0.286 0.205 0.717 -0.08
O -3.319 4.72 24.849 -0.046 0.011 -0.043
O 1.891 -0.19 -5.881 0.181 -0.229 0.57
O -9.114 7.116 -5.816 -0.52 0.241 -0.069
O 4.266 -1.34 24.434 0.466 0.213 0.334
O -5.814 5.204 24.297 -0.257 0.187 0.302
O -0.126 -5.981 -3.401 0.197 -0.284 -0.138
O -6.638 -4.191 -2.596 -0.019 -0.112 0.266
O -5.713 3.605 -4.001 -0.249 -0.57 0.087
O -3.739 -5.316 -4.765 0.203 -0.53 0.216
O -2.788 5.367 0.963 0.221 0.395 -0.416
O 4.293 7.116 -2.861 0.23 0.451 -0.302
O 2.213 -5.766 -4.615 0.229 -0.241 -0.698
O -2.782 -4.181 26.246 0.198 0.203 0.521
O -10.41 5.791 24.067 0.018 -0.237 -0.245
O -7.51 5.541 -4.401 0.383 0.149 0.35
O 1.799 3.214 -4.136 0.078 -0.129 0.195
O -0.258 0.248 26.18 -0.307 0.253 0.159
O 0.325 7.025 -5.69 -0.225 -0.455 0.351
O -10.451 1.772 -5.305 -0.08 -0.395 0.446
O 1.876 7.56 -3.666 -0.44 0.025 0.163
O 0.874 6.183 26.806 -0.317 -0.524 -0.166
O -9.279 0.789 -0.864 -0.388 0.158 0.177
O -9.045 -4.022 1.842 0.292 0.078 0.091
O -5.75 5.913 28.036 0.077 -0.008 0.857
O -6.833 0.718 -1.968 0.138 0.259 0.476
O -6.304 -7.993 25.791 0.404 -0.365 0.295
O -1.281 4.227 26.421 0.645 -0.074 0.061
O 3.14 7.314 26.357 0.226 0.275 0.003
O -8.491 -4.187 27.557 -0.107 -0.059 0.103
O -6.409 -4.946 -5.146 -0.269 0.05 -0.142
O -3.988 -1.921 25.661 -0.678 0.049 -0.518
O -8.762 -2.944 24.155 -0.184 0.327 0.006
O -1.163 -6.709 -0.98 -0.262 -0.335 -0.326
O 1.946 -0.99 25.544 0.206 -0.109 0.409
O 4.165 -1.872 -0.909 -0.175 0.508 -0.624
O -8.543 7.603 -3.243 -0.291 0.491 -0.008
O -9.583 -1.849 -0.457 0.36 -0.407 -0.171
O 1.686 6.01 1.225 0.161 -0.338 -0.475
O -10.011 7.524 -0.496 -0.293 0.222 -0.019
O -8.113 3.012 -1.56 -0.247 -0.101 -0.602
O -6.521 5.026 -1.357 0.012 -0.052 -0.335
O 0.036 -4.455 -1.328 0.098 0.007 0.931
O -3.9 7.737 28.043 -0.078 0.04 0.109
O -8.867 -4.84 -3.904 -0.006 -0.302 -0.088
O -4.27 2.811 -1.94 -0.08 0.303 0.217
O 5.33 -4.036 0.079 -0.303 -0.04 -0.038
O -4.246 -3.989 24.179 -0.113 -0.164 0.15
O -9.534 -6.207 0.276 0.29 0.211 -0.306
O -6.884 -2.846 25.945 0.242 -0.042 -0.245
O -8.389 -0.728 25.581 -0.209 -0.017 -0.071
O 2.371 -3.276 24.38 -0.07 0.195 -0.325
O 2.439 5.534 -5.3 0.258 0.115 -0.335
O -6.945 1.132 26.805 0.238 -0.4 0.334
O 2.356 7.328 -1.061 -0.16 -0.331 -0.071
O 2.493 -4.295 -2.462 0.215 0.136 0.105
O -0.289 -1.416 -5.239 -0.148 -0.058 0.014
O -1.752 3.369 -0.399 -0.031 0.223 -0.107
O -4.527 -1.357 28.201 -0.033 0.274 0.369
O -3.13 -2.857 1.307 0.16 -0.388 -0.474
O -7.656 3.187 24.111 0.02 -0.232 0.242
O -6.4 -5.398 26.367 -0.381 -0.193 0.352
O -2.428 2.662 -6.36 -0.525 -0.063 0.007
O -1.916 -2.679 24.175 0.176 -0.16 -0.034
O -6.006 7.412 -2.438 0.465 0.069 -0.137
O -10.503 -5.903 27.631 -0.354 -0.011 0.007
O -1.393 -6.282 26.527 0.124 -0.041 0.565
O 0.456 -2.682 -3.139 -0.03 0.328 -0.057
O -6.98 3.79 26.994 -0.092 -0.039 -0.11
O -4.97 2.572 25.789 -0.267 0.613 -0.025
O -7.75 -0.483 0.756 -0.038 0.245 -0.459
O 1.37 1.345 24.428 0.23 0.128 0.485
O 4.7 -5.141 -3.779 -0.086 -0.217 -0.478
O 5.344 5.251 -1.348 -0.35 -0.508 0.088
O -0.003 -6.675 -5.881 -0.031 0.371 0.026
O -5.692 -2.246 0.925 0.274 0.408 -0.26
O -7.868 6.25 26.571 -0.408 0.029 -0.196
O 5.404 -7.155 25.354 0.248 -0.716 -0.055
O -2.047 7.86 -6.272 -0.244 0.379 0.314
O 0.697 -5.26 24.955 -0.253 0.424 0.463
O -5.974 -3.611 28.269 0.151 -0.455 0.002
O -9.591 0.929 27.238 -0.189 0.501 -0.168
O -1.012 -7.108 24.211 0.061 -0.1 0.362
O -6.2 -0.434 -4.312 0.098 -0.219 0.038
O -5.981 -1.753 -2.031 -0.137 -0.119 0.177
O 3.928 4.099 24.435 -0.248 0.322 0.351
O -10.116 5.63 -3.869 -0.022 -0.207 -0.358
O 0.18 1.169 -4.4 -0.052 -0.214 0.485
O -8.122 0.626 -5.78 -0.371 -0.223 -0.218
O 3.201 -6.845 -2.413 -0.144 0.16 0.373
O -10.479 -3.068 -4.977 -0.009 0.281 0.021
O 3.309 -5.736 24.695 -0.026 -0.398 0.611
O 3.049 -2.113 1.459 0.275 0.399 0.09
O 1.625 -2.47 -0.772 -0.492 -0.146 0.344
O 0.315 -4.113 -5.315 -0.042 -0.018 -0.37
O -7.75 -7.561 -1.02 0.604 0.349 0.089
O 5.357 7.791 27.593 0.26 -0.057 0.471
O 0.333 1.656 -0.453 0.424 0.139 -0.471
O -2.618 5.305 -5.997 -0.165 0.075 0.068
O 0.501 -1.365 28.066 0.301 0.146 -0.515
O -10.845 5.794 1.273 -0.02 0.573 0.067
O -8.408 7.546 24.338 0.428 0.608 -0.098
O 0.357 8.105 0.476 -0.068 0.02 -0.244
O 2.376 -0.06 -0.077 0.126 0.045 -0.522
O -3.52 -5.97 28.062 -0.116 0.479 0.174
O -3.307 5.123 27.85 -0.039 -0.566 0.492
O -4.323 5.39 -2.625 0.292 0.472 0.123
O -6.355 4.347 -6.429 0.392 0.21 0.193
O -1.925 -3.259 -4.402 -0.264 0.165 -0.025
O -2.023 -1.455 27.27 0.124 -0.657 0.207
O -4.255 -3.257 -3.294 -0.074 0.432 -0.219
O -0.327 2.937 -2.561 -0.134 0.48 0.027
O -6.982 -6.656 -3.36 0.193 -0.162 -0.024
O 4.982 5.396 26.478 0.346 -0.448 0.291
O -2.109 1.184 -1.6 -0.029 -0.583 0.028
O 4.278 -1.461 -6.369 -0.119 -0.004 0.143
O 3.844 3.412 -5.766 -0.311 0.2 -0.172
O 3.897 4.521 -3.362 -0.214 -0.155 0.608
O -8.961 1.23 -3.345 -0.578 -0.438 0.052
O 3.98 3.889 2.177 -0.034 -0.158 -0.516
O -2.031 -7.491 1.393 -0.298 -0.242 -0.278
O 3.712 -2.757 26.538 0.117 -0.559 0.046

Results
total energy: -106477.636 eV
total energy less fixed offsets of O -438.25, Si -107.07 eV per atom: -3.686 eV
